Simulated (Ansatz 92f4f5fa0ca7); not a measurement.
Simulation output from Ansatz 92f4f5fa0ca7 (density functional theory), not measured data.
Periodic cell of 184 atoms, Si120O64, from a study of silicon, its oxide and their interface. The atomic structure is a simulated model.

Settings
functional: r2SCAN
potential files: Ansatz PAW
basis: plane waves
wave-function cutoff: 800 eV
density cutoff ratio: 5
exchange-correlation grid ratio: 1
k mesh: 1 x 1 x 1, shifted by 0.5 0.5 0 of a step
self-consistency stop: 1e-10 eV per atom in the density residual
occupations: fixed
spin: none
net charge: 0

Cell vectors (angstrom)
a, 10.888, 0, 0
b, 0, 10.888, 0
c, 0, 0, 27.0439

Atoms: element, x, y, z (angstrom)
Si, 0.3797, -0.467, 0.0379
Si, 2.9987, 2.6005, 0.0649
Si, -0.3215, 5.8075, 0.1308
Si, 4.2641, 9.7074, 1.4017
Si, 5.294, 0.4373, -0.0641
Si, 8.1556, 2.9239, 0.2316
Si, 5.6348, 4.7412, -0.249
Si, 8.9099, 7.5952, 0.1462
Si, 1.371, 1.3545, 1.2173
Si, 4.2279, 3.9695, 1.4674
Si, 1.519, 6.7797, 1.2815
Si, 2.8156, 8.4387, 0.1615
Si, 6.9065, 1.3508, 1.4089
Si, 9.6009, 4.1861, 1.5247
Si, 6.9993, 6.9043, 1.3241
Si, 9.7191, 9.3805, 1.4317
Si, 0.0827, 2.7001, 2.6919
Si, 2.7698, 0.0823, 2.7123
Si, 0.1691, 8.0628, 2.8003
Si, 2.84, 5.4233, 2.6769
Si, 5.553, 2.6483, 2.8501
Si, 8.2699, -0.082, 2.6837
Si, 5.5858, 8.241, 2.6828
Si, 8.1484, 5.4577, 2.8274
Si, 1.4482, 4.069, 4.0527
Si, 4.1088, 1.354, 4.1531
Si, 1.4527, 9.5414, 4.0816
Si, 4.1712, 6.8407, 4.0143
Si, 6.8444, 4.0702, 4.1753
Si, 9.583, 1.341, 4.0442
Si, 6.8988, 9.5307, 4.1143
Si, 9.5866, 6.7881, 4.1331
Si, 0.0372, -0.0138, 5.4258
Si, 2.7538, 2.7354, 5.475
Si, 0.0485, 5.3969, 5.4472
Si, 2.7914, 8.1632, 5.4166
Si, 5.4779, -0.0259, 5.4697
Si, 8.2205, 2.6854, 5.4563
Si, 5.4644, 5.4707, 5.4492
Si, 8.2283, 8.1629, 5.473
Si, 1.3613, 1.3661, 6.7999
Si, 4.0999, 4.1086, 6.8091
Si, 1.3844, 6.8235, 6.7737
Si, 4.1083, 9.498, 6.8203
Si, 6.8134, 1.367, 6.8163
Si, 9.5526, 4.0592, 6.8162
Si, 6.8328, 6.8149, 6.811
Si, 9.5472, 9.547, 6.8131
Si, -0.0196, 2.6936, 8.1818
Si, 2.7038, -0.0191, 8.1429
Si, -0.0161, 8.1582, 8.1561
Si, 2.7308, 5.466, 8.1323
Si, 5.4372, 2.7312, 8.1792
Si, 8.1519, -0.0044, 8.1649
Si, 5.4663, 8.158, 8.1828
Si, 8.1547, 5.4214, 8.1611
Si, 1.3497, 4.11, 9.4536
Si, 4.0613, 1.33, 9.5061
Si, 1.2886, 9.5609, 9.5139
Si, 4.0996, 6.7843, 9.5112
Si, 6.7698, 4.1087, 9.5584
Si, 9.4503, 1.3678, 9.543
Si, 6.7842, 9.552, 9.5441
Si, 9.4808, 6.8014, 9.5194
Si, -0.1275, 0.0054, 10.9174
Si, 2.673, 2.7246, 10.7816
Si, -0.0323, 5.4201, 10.8273
Si, 2.7, 8.1741, 10.753
Si, 5.4196, 0.0134, 10.9345
Si, 8.0777, 2.7195, 10.9186
Si, 5.4089, 5.45, 10.9654
Si, 8.0899, 8.1522, 10.8955
Si, 1.2393, 1.4771, 12.1426
Si, 4.0082, 3.9941, 12.2105
Si, 1.3523, 6.8296, 12.0775
Si, 3.9968, 9.4777, 12.1759
Si, 6.6945, 1.4323, 12.3727
Si, 9.4887, 4.0699, 12.2022
Si, 6.7149, 6.8872, 12.3555
Si, 9.3461, 9.531, 12.297
Si, -0.1232, 2.6901, 13.6612
Si, 2.6145, 0.0666, 13.3391
Si, 0.0288, 8.1854, 13.4329
Si, 2.6022, 5.3714, 13.405
Si, 5.1515, 2.6384, 13.7956
Si, 7.8937, -0.0338, 13.7671
Si, 5.2135, 8.1986, 13.7663
Si, 8.2198, 5.5099, 13.5426
Si, 1.092, 4.3316, 14.867
Si, 3.9449, 1.0002, 14.9785
Si, 1.1478, 9.8083, 14.6508
Si, 4.0034, 6.445, 14.8939
Si, 6.0865, 4.1037, 15.3664
Si, 9.6691, 0.9794, 14.9438
Si, 5.8537, 10.1592, 14.9913
Si, 9.8732, 6.6223, 14.7458
Si, 3.5997, 7.4709, 24.5029
Si, -8.8685, 29.2495, 21.0073
Si, 2.0097, 26.4373, 22.3152
Si, -4.1938, 30.882, 17.8487
Si, 16.4892, 5.3364, 20.0076
Si, 14.2493, 4.5447, 24.815
Si, 9.0772, 21.1518, 19.4476
Si, 7.5958, 14.9618, 17.9275
Si, -32.6987, 29.6062, 18.8671
Si, -7.6615, 3.1937, 20.0981
Si, 8.5323, 39.5143, 17.3321
Si, -2.0182, -24.9146, 24.0553
Si, -4.1044, -11.678, 21.6071
Si, -2.1055, -8.5756, 24.4432
Si, -11.4745, -0.323, 24.106
Si, 2.067, -8.36, 17.1696
Si, 17.017, 7.2532, 22.4875
Si, -11.9574, -9.0043, 17.8533
Si, -11.4414, 26.772, 24.1372
Si, -8.8465, 20.5521, 22.8299
Si, 4.3662, 7.9818, 19.1704
Si, 4.3219, 0.7628, 21.8264
Si, 24.0623, 29.8794, 16.8657
Si, 28.0103, 11.6758, 24.0474
O, -0.5349, -12.5216, -7.569
O, -6.4314, 4.2265, -6.8223
O, 10.9141, -16.2854, -11.6951
O, -20.4558, 8.7191, -5.2955
O, 0.9573, 7.0439, -7.1648
O, 2.6848, 19.5235, -3.1527
O, -7.2289, 1.85, -6.1748
O, -3.7753, 18.4733, -9.5302
O, 19.4093, 7.8859, -1.4157
O, 6.0114, -15.779, -5.5876
O, -5.9728, 18.1293, -3.46
O, 6.0424, 17.1522, 0.132
O, 0.5361, 2.1032, -9.4391
O, 9.4923, 17.8963, -8.4195
O, -1.3456, 9.1862, -3.4019
O, -7.8657, 1.475, 16.3284
O, -12.0994, 0.8194, 19.0723
O, -3.9103, -0.3571, 23.1688
O, 14.3705, 7.9967, 20.5287
O, -5.9933, -6.2506, 25.347
O, 1.6268, 9.4384, 26.653
O, 2.5563, 14.4234, 25.8184
O, -1.7114, 12.3138, 16.4389
O, -6.7901, 12.3817, 26.592
O, -12.5493, 25.5812, 23.9748
O, 37.5491, 1.2684, 23.2796
O, 13.808, 17.744, 16.0675
O, -13.5, 5.296, 17.1422
O, -16.1863, 9.0376, 19.0333
O, -4.9438, 21.8893, 25.5084
O, 15.9911, 5.4062, 15.5573
O, 6.8662, -6.2727, 19.2868
O, 7.523, -3.5797, 23.2971
O, -2.684, 10.2376, 20.8327
O, 11.6981, 18.7802, 17.4918
O, -0.0957, 37.7721, 25.6969
O, 4.9745, 6.4864, 19.0497
O, 6.0818, 20.745, 16.585
O, -0.0319, 10.7722, 15.2545
O, 24.6008, -7.9866, 18.5647
O, 13.1887, 17.1035, 21.9735
O, 18.3447, 4.5372, 14.6276
O, 3.1941, 4.0622, 23.2779
O, 22.6801, 21.4844, 23.483
O, 3.3402, -2.4557, 18.0251
O, 7.0142, 3.9061, 26.6251
O, 21.3132, 10.6245, 25.7161
O, -8.915, 14.7068, 20.9383
O, -7.6949, 10.5497, 22.1573
O, -4.3969, 3.5052, 16.8581
O, -8.9973, 3.8251, 16.2121
O, 9.2368, 7.4443, 16.0163
O, 13.0218, 9.36, 15.8816
O, 8.835, 13.9891, 18.3201
O, -1.8871, 24.0117, 26.0563
O, 20.469, 1.0876, 23.7228
O, -1.023, -4.3882, 23.7479
O, 5.6155, 11.0663, 21.0298
O, -13.7427, -1.0157, 18.2878
O, 6.1714, 19.4887, 21.602
O, 14.7481, 18.8793, 26.022
O, -3.6847, -8.8067, 24.1644
O, 22.4112, -6.3346, 23.149
O, 2.7932, 27.8504, 24.7855

Results
free energy: -113256.835 eV
free energy less fixed offsets of O -570.45, Si -639.56 eV per atom: -0.835 eV

Forces (eV/angstrom), in the order of the atoms: element, x, y, z
Si, 0.0267, 0.0005, 0.1277
Si, 0.0043, -0.0272, 0.1061
Si, -0.0132, 0.0373, 0.0943
Si, -0.0013, -0.0011, -0.003
Si, -0.0221, 0.0083, 0.1415
Si, -0.0169, 0.0162, 0.107
Si, 0.0207, 0.0027, 0.1344
Si, 0.0229, -0.016, 0.1098
Si, -0.0029, 0.0019, -0.008
Si, -0.0048, -0.0013, -0.0101
Si, 0.0048, -0.0039, -0.0043
Si, -0.0355, 0.0126, 0.1169
Si, 0.0025, -0.0007, -0.0083
Si, -0.0005, 0.0001, -0.004
Si, 0.0186, 0.0104, 0.0321
Si, 0.0022, -0.001, -0.0078
Si, 0.0001, 0.0012, 0.0009
Si, 0.0011, 0.0001, -0.0016
Si, -0.0018, -0.0005, -0.0005
Si, -0.0007, 0.0034, 0.0026
Si, 0.0001, 0.0004, 0.0016
Si, 0.0001, -0.0026, 0.0021
Si, 0.0056, -0.001, -0.0002
Si, -0.0019, 0.003, -0.0019
Si, 0.0005, -0.0015, -0.0007
Si, -0.0009, 0.0001, 0.0003
Si, 0.001, 0.0002, 0.0006
Si, -0.0003, 0.0002, -0.0005
Si, 0.0004, 0.0003, -0.0003
Si, -0.0003, 0.001, -0.0009
Si, -0.0002, 0.0004, -0.0008
Si, 0.0003, -0.0008, 0.0008
Si, 0.0004, 0.0004, -0.0006
Si, 0.0005, -0.0002, -0.0003
Si, -0.0003, -0.0003, -0.0001
Si, 0.0006, 0, 0.0005
Si, -0.0011, 0.0002, -0.0004
Si, -0.0001, 0.0003, -0.0008
Si, 0, -0.0002, -0.0009
Si, -0.0004, -0.0002, -0.0004
Si, -0.0001, 0, -0.0007
Si, 0.0003, -0.0004, -0.0008
Si, 0.0003, -0.0004, -0.0012
Si, 0, -0.0004, 0
Si, 0, -0.0001, -0.0012
Si, -0.0001, -0.0002, -0.0005
Si, -0.0005, 0.0001, -0.0006
Si, -0.0001, 0.0001, -0.0011
Si, 0.0003, 0.0004, -0.0011
Si, -0.0001, 0.0008, -0.0008
Si, 0.0001, 0.0002, -0.001
Si, -0.0002, 0.0002, -0.0003
Si, -0.0002, -0.0003, -0.001
Si, 0.0001, -0.0004, -0.0004
Si, 0.0006, 0.0002, -0.0007
Si, 0.0003, -0.0005, -0.0008
Si, -0.0001, 0.0004, -0.0003
Si, 0.0006, 0.0001, -0.0006
Si, -0.0004, -0.0012, -0.0009
Si, -0.0009, -0.0005, -0.0007
Si, 0.0006, 0.0005, -0.0008
Si, -0.0007, -0.0003, -0.0005
Si, 0.0001, 0.0006, 0.0002
Si, 0.0001, -0.0002, 0
Si, -0.0001, -0.0013, -0.0003
Si, 0.0001, 0.0006, -0.0016
Si, -0.0008, 0.0014, 0.0003
Si, 0.0005, 0.0016, 0.0003
Si, 0, 0.0018, 0.0004
Si, -0.0007, -0.0006, 0.0007
Si, 0.0003, -0.0017, 0
Si, 0.0014, -0.0008, -0.0005
Si, -0.0015, 0.003, 0.0028
Si, 0.0002, -0.0034, 0.0014
Si, 0.0013, 0.0014, 0.0013
Si, -0.0003, -0.0043, 0.0018
Si, 0.0004, 0.0018, 0.0007
Si, 0.0005, -0.0082, -0.0018
Si, -0.0046, 0.0047, 0.0008
Si, -0.0013, 0.0001, 0.0009
Si, -0.0005, -0.002, -0.0084
Si, 0.0021, 0.0002, -0.0061
Si, -0.0021, 0.0007, -0.006
Si, -0.0016, 0.0026, -0.0053
Si, 0.0047, 0.0043, -0.0086
Si, 0.0022, 0.0011, -0.0065
Si, -0.0021, -0.0003, -0.0092
Si, -0.0132, -0.0186, 0.0299
Si, 0.0177, -0.004, 0.1008
Si, -0.0448, 0.0191, 0.0825
Si, 0.0168, -0.0068, 0.0915
Si, -0.0221, -0.0028, 0.1071
Si, 0.0204, -0.0035, 0.1595
Si, -0.0113, 0.012, 0.1251
Si, 0.0161, -0.0204, 0.1184
Si, -0.0153, 0.0198, 0.1125
Si, -0.0214, -0.0207, 0.2736
Si, -0.0058, -0.0042, 0.2881
Si, -0.0288, -0.0185, 0.3103
Si, 0.0201, -0.0156, 0.2783
Si, -0.0489, 0.0289, 0.2804
Si, 0.0298, -0.0319, 0.2583
Si, -0.0374, -0.0269, 0.2745
Si, -0.0044, 0.031, 0.2488
Si, 0.0419, 0.0069, 0.2623
Si, -0.0008, -0.0042, 0.3319
Si, -0.0164, 0.0034, 0.2225
Si, 0.0377, 0.0066, 0.2598
Si, -0.0548, 0.0104, 0.2805
Si, 0.0115, 0.0147, 0.2095
Si, -0.0306, 0.0193, 0.2348
Si, 0, 0.0189, 0.2923
Si, 0.0266, 0.0321, 0.3002
Si, -0.0029, -0.0181, 0.2456
Si, -0.0292, 0.005, 0.2536
Si, -0.019, 0.0238, 0.2519
Si, 0.0014, -0.0451, 0.2748
Si, 0.013, -0.0334, 0.2559
Si, -0.011, -0.001, 0.2683
Si, 0.026, 0.0306, 0.2815
O, 0.0007, -0.0149, -0.0926
O, 0.0295, 0.0144, -0.0963
O, 0.0023, -0.0057, -0.0607
O, -0.0039, -0.0686, -0.1475
O, -0.0781, 0.019, -0.1655
O, -0.0345, 0.0494, -0.1337
O, -0.0297, 0.0728, -0.139
O, 0.0145, -0.0153, -0.0834
O, -0.0139, 0.0119, -0.2094
O, -0.0204, -0.078, -0.191
O, 0.0737, -0.0005, -0.1464
O, -0.0241, -0.025, -0.0596
O, 0.0197, 0.0073, -0.0888
O, -0.0482, -0.0193, -0.1168
O, -0.0026, 0.0017, -0.0896
O, 0.0671, -0.0524, -0.1386
O, 0.0209, 0.0667, -0.1258
O, 0.0066, -0.0541, -0.1658
O, 0.0625, 0.013, -0.1491
O, -0.0476, 0.0109, -0.1318
O, 0.0018, -0.0015, -0.0651
O, 0.0048, 0.0625, -0.1389
O, -0.0094, -0.03, -0.1746
O, 0.0096, -0.0029, -0.0617
O, 0.006, 0.013, -0.0786
O, -0.0556, -0.0091, -0.1536
O, 0.0488, -0.0389, -0.1241
O, 0.007, 0.0112, -0.0877
O, 0.0379, 0.0159, -0.1341
O, 0.0339, 0.0108, -0.202
O, -0.0188, 0.0084, -0.0616
O, 0.0756, -0.0489, -0.1589
O, -0.0916, -0.0126, -0.1325
O, 0.0946, 0.0048, -0.1804
O, 0.0569, 0.0087, -0.1469
O, -0.0026, -0.0406, -0.1873
O, -0.0043, 0.029, -0.1053
O, -0.0429, 0.0577, -0.2049
O, 0.0071, -0.0071, -0.0568
O, -0.0604, -0.0384, -0.2401
O, -0.0028, 0.0659, -0.137
O, 0.028, 0.0191, -0.0672
O, -0.0368, -0.001, -0.1805
O, 0.0695, -0.0252, -0.1095
O, -0.0701, 0.0093, -0.1748
O, -0.0084, 0.0077, -0.0577
O, -0.0334, 0.0023, -0.1878
O, 0.0382, -0.0478, -0.1725
O, 0.0311, 0.0262, -0.0938
O, -0.0557, -0.0092, -0.1597
O, -0.0283, 0.0417, -0.1324
O, 0.0436, -0.01, -0.1551
O, -0.0267, 0.0479, -0.1253
O, 0.0045, -0.0049, -0.0753
O, 0.0137, -0.0232, -0.1593
O, 0.0071, -0.0198, -0.0844
O, -0.0014, 0.0097, -0.0837
O, 0.0172, -0.0108, -0.1076
O, -0.0531, -0.0213, -0.1282
O, 0.0013, 0.0264, -0.1171
O, 0.0308, -0.0362, -0.1743
O, -0.0348, -0.0321, -0.0878
O, 0.0827, -0.005, -0.1403
O, 0.0005, 0.0167, -0.1002

The program warned: the cutoff lies below the one the program advises for these potential files; the forces do not sum to zero within the program's tolerance; empty levels may hold ghost states of the PAW files; the exchange-correlation potential is rough where the density is thin.
